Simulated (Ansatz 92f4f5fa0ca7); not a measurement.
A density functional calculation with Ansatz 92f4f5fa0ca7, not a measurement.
Periodic cell of 221 atoms, Si132O87H1N1, from a study of silicon, its oxide and their interface. The atomic structure is a simulated model.
Doubt: the cutoff is far below the 930 eV that the study's wrapper takes by default for these files, so forces and energies are approximate.
This geometry differs little from another in the collection (a relaxation step or a small displacement).

Settings
functional: PBE
potential files: Ansatz PAW
basis: plane waves
wave-function cutoff: 580 eV
density cutoff ratio: 5
exchange-correlation grid ratio: 1
k mesh: 1 x 1 x 1, Gamma-centred
self-consistency stop: 5e-08 eV per atom in the density residual
occupations: fixed
spin: none
net charge: 0

Cell vectors (angstrom)
a, 10.938, 0, 0
b, 0, 10.938, 0
c, 0, 0, 32.0263

Atoms: element, x, y, z (angstrom)
Si, -0.1037, 0.2403, 24.6867
Si, 5.8361, -0.2959, 24.3399
Si, 2.5126, 2.9537, 24.8002
Si, 8.5434, 2.4393, 24.5396
Si, 0.3623, 5.2393, 24.6144
Si, 5.1808, 5.9459, 24.3605
Si, 2.7875, 8.0622, 24.553
Si, 8.1209, 8.4332, 24.6533
Si, 1.3626, 1.4077, 26.0746
Si, 6.8509, 1.348, 25.771
Si, 4.202, 4.2137, 25.7943
Si, 9.583, 4.13, 25.8247
Si, 1.4043, 6.8295, 25.9786
Si, 6.8211, 6.8722, 25.8237
Si, 4.1095, 9.6445, 25.7211
Si, 9.6405, 9.6023, 25.9636
Si, 2.7807, -0.0179, 27.2452
Si, 8.1928, 0.0181, 27.2528
Si, -0.0564, 2.7867, 27.3041
Si, 5.4885, 2.7423, 27.1697
Si, 2.795, 5.4538, 27.2717
Si, 8.1787, 5.4744, 27.1962
Si, 0.0102, 8.1864, 27.2836
Si, 5.4358, 8.2415, 27.1978
Si, 4.1018, 1.3673, 28.608
Si, 9.5708, 1.3673, 28.608
Si, 1.3673, 4.1018, 28.608
Si, 6.8362, 4.1018, 28.608
Si, 4.1018, 6.8362, 28.608
Si, 9.5708, 6.8362, 28.608
Si, 1.3673, 9.5708, 28.608
Si, 6.8362, 9.5708, 28.608
Si, 0, 0, 29.9753
Si, 5.469, 0, 29.9753
Si, 2.7345, 2.7345, 29.9753
Si, 8.2035, 2.7345, 29.9753
Si, 0, 5.469, 29.9753
Si, 5.469, 5.469, 29.9753
Si, 2.7345, 8.2035, 29.9753
Si, 8.2035, 8.2035, 29.9753
Si, 1.3673, 1.3673, 31.3425
Si, 6.8362, 1.3673, 31.3425
Si, 4.1018, 4.1018, 31.3425
Si, 9.5708, 4.1018, 31.3425
Si, 1.3673, 6.8362, 31.3425
Si, 6.8362, 6.8362, 31.3425
Si, 4.1018, 9.5708, 31.3425
Si, 9.5708, 9.5708, 31.3425
Si, 2.7345, 0, 0.6835
Si, 8.2035, 0, 0.6835
Si, 0, 2.7345, 0.6835
Si, 5.469, 2.7345, 0.6835
Si, 2.7345, 5.469, 0.6835
Si, 8.2035, 5.469, 0.6835
Si, 0, 8.2035, 0.6835
Si, 5.469, 8.2035, 0.6835
Si, 4.1018, 1.3673, 2.0507
Si, 9.5708, 1.3673, 2.0507
Si, 1.3673, 4.1018, 2.0507
Si, 6.8362, 4.1018, 2.0507
Si, 4.1018, 6.8362, 2.0507
Si, 9.5708, 6.8362, 2.0507
Si, 1.3673, 9.5708, 2.0507
Si, 6.8362, 9.5708, 2.0507
Si, 0, 0, 3.418
Si, 5.469, 0, 3.418
Si, 2.7345, 2.7345, 3.418
Si, 8.2035, 2.7345, 3.418
Si, 0, 5.469, 3.418
Si, 5.469, 5.469, 3.418
Si, 2.7345, 8.2035, 3.418
Si, 8.2035, 8.2035, 3.418
Si, 1.3931, 1.3397, 4.7221
Si, 6.9249, 1.2866, 4.7942
Si, 4.0607, 4.1644, 4.7611
Si, 9.4821, 4.1334, 4.7646
Si, 1.353, 6.8759, 4.8217
Si, 6.8078, 6.8372, 4.7712
Si, 4.1637, 9.4552, 4.8476
Si, 9.5368, 9.5985, 4.8248
Si, 2.8373, 0.0056, 6.0807
Si, 8.1555, -0.0921, 6.3686
Si, -0.1731, 2.6161, 5.9696
Si, 5.6047, 2.8064, 5.9375
Si, 2.6429, 5.4774, 6.2326
Si, 8.136, 5.5113, 6.1616
Si, -0.0027, 8.2632, 6.1859
Si, 5.4214, 7.9532, 6.3302
Si, 3.9859, 1.7711, 7.2058
Si, 9.8427, 1.1505, 7.5698
Si, 1.4029, 3.7147, 7.215
Si, 6.6034, 4.2542, 7.4878
Si, 4.2317, 6.2917, 7.7993
Si, 9.3692, 7.0236, 7.4552
Si, 1.2384, 9.8972, 7.3922
Si, 7.0084, 9.1156, 7.649
O, 1.4199, 4.0434, 24.1685
O, 5.4802, 11.0181, 22.7696
O, 2.6611, 2.6994, 7.0103
O, 8.1928, 8.0269, 8.0471
N, 5.2013, 4.8857, 8.4021
O, 0.1496, 0.1019, 7.976
O, 3.9313, 6.977, 24.1012
O, 9.6798, 1.3029, 24.2271
O, 2.1644, 9.3578, 8.6334
O, 0.9807, 3.496, 8.8016
O, 9.4776, 1.9031, 9.005
O, 6.3215, 9.5721, 9.0725
O, 4.401, 2.1112, 8.7812
O, 3.5229, 7.0938, 9.0737
O, 7.4119, 3.4349, 8.6712
O, 10.096, 6.1509, 8.6531
O, 3.125, 2.0114, 23.5688
O, 4.5321, 1.908, 21.1988
O, 8.0835, 2.8367, 23.0104
O, 10.8841, 6.0234, 23.2192
O, 6.9938, 9.4961, 24.1032
O, 1.988, 8.4888, 23.1646
O, 5.7319, 5.8067, 22.7943
O, 0.5707, 10.6926, 23.2791
Si, 2.8519, 8.4233, 9.7766
Si, -1.1375, 3.4395, 19.3061
Si, 3.0679, 10.4912, 19.8943
Si, 1.8588, 2.439, 19.6482
Si, 6.6112, 2.2927, 14.4486
Si, 9.7566, -1.5545, 13.5985
Si, 2.1571, 19.046, 15.5865
Si, 9.3689, 3.6808, 14.1417
Si, 5.6416, 9.6922, 10.5563
Si, -4.0774, 10.9675, 16.701
Si, 1.6228, 3.9462, 10.2307
Si, 2.6973, 12.2272, 15.1246
Si, 11.2982, 10.5255, 15.7298
Si, 0.0203, -2.5676, 11.0121
Si, 4.5888, 3.5969, 9.5053
Si, -3.1724, 12.0613, 19.2554
Si, 1.8537, -5.6439, 14.9769
Si, 4.3154, 3.7032, 16.1061
Si, 3.829, 4.9032, 18.8327
Si, 5.3138, 4.7926, 21.5741
Si, 13.1405, 7.6502, 18.5865
Si, 8.5075, 2.9757, 9.7863
Si, -2.7665, 4.0137, 21.8953
Si, 10.5734, -2.9648, 20.1501
Si, 8.8652, 6.6375, 14.4827
Si, 3.3738, 2.6174, 22.085
Si, 1.2592, 9.6435, 22.2652
Si, 4.6511, 9.7327, 15.1831
Si, -1.5929, -1.0621, 18.0488
Si, 5.465, 11.5165, 21.2193
Si, 9.4948, 6.5678, 22.5589
Si, 10.216, 5.6652, 10.2117
Si, -4.0321, 8.6443, 13.1685
Si, 1.158, 3.0188, 13.0356
Si, -0.8555, 4.928, 16.5921
Si, 6.2177, 1.8324, 11.4495
O, -5.4334, 10.1026, 16.5159
O, 4.7129, 4.3023, 17.5788
O, 3.1971, 4.2595, 10.0312
O, 5.4005, 3.1322, 10.8489
O, 1.3272, 0.8764, 15.9133
O, 2.6912, 14.6751, 19.0708
O, -0.4396, 2.8114, 13.339
O, -0.6162, 9.1187, 9.7103
O, 2.3866, 10.3994, 21.3753
O, 0.8147, 5.2944, 10.611
O, 9.8682, -3.0241, 14.3294
O, 3.4565, 2.3094, 16.1469
O, 1.2984, -1.5689, 15.0763
O, -2.5428, 5.3932, 22.7245
O, -1.2725, 8.5143, 18.895
O, 1.6231, 7.7965, 17.0823
O, 8.1048, -1.0373, 16.9533
O, 11.0536, 9.1078, 21.2269
O, 1.9654, 2.5647, 21.2776
O, 1.6402, 8.0698, 10.8295
O, 4.7843, 5.2533, 20.1082
O, -1.2527, 6.8968, 20.978
O, -1.8529, 6.1632, 16.0734
O, -2.7359, 9.6402, 13.1758
O, -0.2469, -0.6944, 17.2097
O, 6.3796, 8.6453, 11.6079
O, 4.0552, 9.2676, 10.4955
O, 1.9141, 6.8645, 14.5812
O, 13.1271, 12.9009, 13.7268
O, 5.6693, 9.2915, 14.0025
O, 0.9747, 7.2416, 19.5744
O, 5.7711, 11.2721, 10.9613
O, -1.3004, 3.5886, 15.7594
O, 10.0165, 7.006, 11.1501
O, 3.3478, 4.8342, 15.4375
O, 1.4024, 2.8637, 11.4291
O, 7.4079, 7.2065, 13.8766
O, 8.9438, 7.8804, 23.3369
O, 0.2747, 2.6008, 19.2591
O, -3.9757, 11.8879, 20.6697
O, 3.7138, 11.004, 14.7475
O, 5.6704, 3.377, 15.2494
O, -1.5111, 3.9156, 20.8355
O, -4.2372, 4.0075, 21.1871
O, 4.6951, -0.4281, 20.1721
O, 3.2184, 6.3839, 18.5158
O, 4.0001, 4.1042, 22.2765
O, 6.6892, 0.9191, 18.0507
O, 2.7999, 9.124, 19.0264
O, -0.1754, 9.3296, 12.3211
O, 5.9191, 1.7859, 13.0613
O, -1.0245, 4.6612, 18.2003
O, -1.9725, 10.9556, 19.2084
O, 11.6712, 5.1264, 16.1772
O, 7.0257, 1.0294, 15.4123
O, -7.1985, 8.4575, 15.5844
O, -3.0134, 3.0404, 13.8882
O, 13.4033, 11.8867, 19.2016
O, 8.4965, 2.5362, 18.9358
O, 1.4896, 4.5113, 13.6019
O, 9.263, 4.323, 10.3961
O, 7.7759, 2.1492, 10.9993
O, 10.1232, -0.3043, 14.5979
O, 9.3089, 5.2696, 13.6663
H, -0.3448, 10.031, 9.5014

Results
free energy: -133793.235 eV
free energy less fixed offsets of H -15.97, N -385.13, O -568.88, Si -635.61 eV per atom: 0.945 eV

Forces (eV/angstrom), in the order of the atoms: element, x, y, z
Si, -0.0175, 0.0187, 0.0124
Si, -0.0076, 0.0072, 0.0129
Si, 0.0109, -0.0078, 0.0179
Si, -0.0014, 0.0058, 0.0117
Si, -0.0224, 0.0194, 0.0146
Si, 0.0107, -0.0144, 0.0109
Si, -0.0075, 0.0099, -0.0094
Si, 0.0064, -0.0033, 0.0095
Si, 0.0039, -0.0009, -0.0058
Si, -0.0003, 0.0018, 0.0018
Si, 0.0019, 0.0003, -0.0116
Si, 0.0036, -0.0053, -0.0043
Si, -0.0055, 0.0008, -0.0034
Si, 0, -0.0012, -0.0001
Si, 0.0029, 0.0019, 0.0042
Si, -0.0067, 0.0008, 0.0045
Si, -0.0026, 0.0015, 0.0027
Si, 0.0084, 0.0004, -0.0079
Si, -0.0053, -0.0078, 0.0045
Si, 0.0004, -0.0053, 0.001
Si, -0.0043, -0.0053, 0.01
Si, -0.0016, 0.0052, 0.0012
Si, -0.0022, 0.0001, 0.0051
Si, -0.002, 0.0052, -0.0006
Si, 0.2484, 0.1833, -0.2049
Si, -0.3285, 0.1293, 0.352
Si, 0.1394, 0.1044, 0.2341
Si, 0.0682, -0.163, -0.2886
Si, 0.1728, 0.2734, 0.1395
Si, -0.2623, -0.164, -0.0278
Si, 0.2969, -0.0971, 0.0782
Si, -0.1715, 0.0016, -0.0866
Si, 0.0335, 0.0462, -0.0466
Si, 0.0751, 0.058, 0.0013
Si, -0.0426, -0.005, -0.0437
Si, 0.0109, -0.0485, 0.0365
Si, 0.0624, 0.0276, 0.0078
Si, 0.0493, 0.0821, -0.0346
Si, -0.0092, 0.0105, 0.032
Si, -0.0315, -0.0535, -0.0291
Si, 0.047, 0.0409, -0.0112
Si, -0.0061, 0.0281, -0.0108
Si, -0.0691, -0.0493, -0.0218
Si, 0.0057, -0.0298, -0.0281
Si, -0.0292, 0.0144, -0.0217
Si, -0.0002, -0.0228, 0.0075
Si, -0.0024, -0.0006, -0.0321
Si, 0.0032, 0.0067, -0.0194
Si, -0.0187, -0.0272, 0.0314
Si, -0.0172, 0.0305, 0.0255
Si, -0.0224, -0.017, 0.006
Si, 0.0768, -0.0143, 0.0057
Si, -0.0307, 0.0576, 0.0238
Si, 0.0364, 0.0042, 0.0385
Si, 0.0718, -0.0375, 0.0031
Si, -0.0399, 0.0233, 0.0033
Si, -0.099, 0.0773, 0.0812
Si, 0.0962, 0.1048, -0.0158
Si, 0.051, -0.0907, 0.0007
Si, -0.169, -0.1499, 0.0202
Si, 0.0343, -0.0177, -0.0343
Si, 0.01, 0.0324, 0.032
Si, -0.0881, -0.0201, 0.0376
Si, 0.0137, -0.0128, -0.0448
Si, -0.1497, -0.2085, -0.1338
Si, 0.2391, -0.5241, 0.414
Si, 0.0145, 0.2565, -0.2544
Si, -0.0639, -0.2804, -0.2906
Si, -0.0293, 0.128, 0.3086
Si, -0.1821, 0.1726, -0.3128
Si, 0.0697, -0.0767, 0.124
Si, -0.0973, 0.191, 0.1457
Si, 0.0055, 0.0088, -0.0075
Si, -0.0011, -0.0061, 0.0017
Si, 0.0007, -0.0064, -0.0047
Si, -0.003, 0.0027, 0.0042
Si, -0.005, -0.0045, -0.0002
Si, -0.0008, 0.0053, -0.0112
Si, -0.0033, -0.0001, -0.0002
Si, -0.0013, 0.004, -0.0024
Si, -0.0021, -0.007, -0.0016
Si, 0.0062, 0.0081, 0.0036
Si, 0.0043, 0.0072, 0.0047
Si, 0.0069, 0.0075, -0.0017
Si, 0.0088, 0.0168, 0.0022
Si, 0.0111, 0.0064, 0.0083
Si, 0.0032, -0.0036, 0.0092
Si, 0.0084, -0.0006, 0.0062
Si, -0.0418, 0.021, 0.0021
Si, -0.0213, 0.0026, -0.0278
Si, 0.0101, -0.0141, -0.0091
Si, 0.0055, -0.0177, -0.0115
Si, -0.0157, 0.0176, -0.0281
Si, 0.0119, -0.0107, -0.0326
Si, 0.0141, -0.0026, -0.0247
Si, -0.0175, 0.0219, -0.0232
O, 0.0056, -0.0066, -0.0218
O, -0.0003, 0.005, -0.023
O, 0.0238, -0.0335, 0.0165
O, 0.0025, -0.0043, 0.0185
N, 0.0017, 0.0004, 0.011
O, 0.0018, -0.003, 0.0171
O, 0.0003, -0.0089, -0.0057
O, 0.0144, -0.0091, -0.0186
O, -0.0021, -0.0002, 0.0042
O, 0.017, 0.0026, 0.0169
O, -0.0003, 0.0052, 0.0125
O, -0.009, 0.0029, 0.019
O, 0.0013, 0.0078, 0.0013
O, -0.0054, 0.0033, 0.0163
O, 0.0005, 0.0044, -0.0025
O, 0.0015, -0.0046, 0.0135
O, 0.0021, -0.0013, -0.0132
O, 0.0018, -0.0007, -0.0056
O, -0.002, 0.0016, -0.0124
O, 0.0078, -0.0002, -0.0082
O, 0.0005, -0.008, -0.0188
O, 0.0028, -0.0005, -0.0008
O, -0.0044, -0.0016, -0.0199
O, 0.002, -0.0017, -0.0055
Si, 0.0037, 0.0059, 0.0036
Si, -0.0054, 0.0097, 0.0053
Si, 0.0037, -0.0048, 0.008
Si, 0.0004, 0.0009, 0.0028
Si, -0.0017, 0, 0.0018
Si, 0.0004, -0.0001, 0.0058
Si, 0.0019, 0.0009, -0.0072
Si, 0.0009, 0.0002, -0.0011
Si, 0.0004, -0.0033, 0.0018
Si, -0.0021, -0.002, -0.009
Si, -0.0067, -0.0053, -0.0086
Si, 0.0035, -0.0004, -0.0004
Si, 0.0046, 0.001, -0.0058
Si, 0.0087, 0.0018, 0.0082
Si, -0.0088, -0.008, 0.0037
Si, -0.0066, 0.0011, -0.0022
Si, 0.0028, 0.0011, 0.0005
Si, 0.0013, 0.0024, -0.0064
Si, 0.0108, 0.0042, -0.0051
Si, 0.0052, 0.0123, 0.0072
Si, -0.0023, 0.0006, -0.0075
Si, 0.0101, -0.0009, 0.0053
Si, 0.002, -0.0017, 0.0116
Si, -0.0078, -0.0019, 0.0085
Si, -0.0023, 0.0006, 0.0001
Si, 0.0015, -0.0026, 0.0115
Si, -0.001, -0.0023, -0.0028
Si, -0.0002, -0.0003, -0.0032
Si, 0.0013, -0.0062, -0.0081
Si, -0.0008, -0.0001, 0.0157
Si, -0.0032, 0.001, 0.0037
Si, 0.0005, -0.0107, -0.0001
Si, -0.0053, -0.0016, 0.003
Si, -0.0013, -0.0036, 0.0015
Si, 0.0001, 0.0054, -0.0067
Si, 0.0024, -0.008, 0.0112
O, 0.0021, 0.0019, -0.0002
O, -0.0013, 0.0005, 0.0031
O, -0.0005, -0.0009, -0.0058
O, 0.0014, 0.0006, -0.0019
O, -0.0006, 0.0005, -0.0017
O, -0.0038, -0.0037, -0.0027
O, -0.0009, 0.0003, -0.0002
O, -0.0058, -0.0262, 0.002
O, 0.0027, 0.0014, -0.0098
O, 0.0012, -0.0008, -0.0008
O, 0.001, 0.0039, -0.0022
O, 0.0012, 0.0016, -0.0007
O, 0.0002, -0.0005, -0.0001
O, 0.0011, -0.0048, -0.0081
O, -0.0003, 0.0025, -0.002
O, 0.0012, 0.001, 0.0039
O, 0.0023, 0.0004, 0.0019
O, 0.0007, 0.0011, -0.0059
O, -0.0051, -0.0021, -0.0099
O, -0.0088, -0.002, 0.0016
O, -0.0041, 0.0004, -0.0084
O, 0.0046, 0.0031, -0.0145
O, 0.0014, -0.0019, 0.0008
O, 0.0026, 0.0012, -0.0046
O, -0.0001, -0.0014, 0.0035
O, 0.0013, -0.0024, -0.0019
O, 0.0037, 0.0013, -0.0011
O, -0.0001, -0.0008, -0.0012
O, 0.0002, 0.0013, -0.0012
O, 0.0024, 0.0001, -0.0026
O, 0.007, -0.0028, -0.0026
O, 0.002, 0.0048, -0.0049
O, -0.001, -0.0001, -0.0011
O, -0.0016, 0.0045, 0.0034
O, -0.0008, -0.0019, -0.0001
O, 0.0022, 0.0002, -0.0012
O, -0.0001, 0.0016, -0.0039
O, 0.0019, 0.0049, -0.0066
O, 0.0035, -0.0032, -0.0029
O, 0.0035, 0, -0.0051
O, -0.0008, 0.0009, -0.0011
O, 0.0004, -0.0009, -0.0025
O, 0.0076, -0.0009, -0.0135
O, -0.0033, -0.003, -0.0063
O, -0.0035, -0.0003, -0.0088
O, -0.0006, -0.0014, 0.0017
O, -0.0004, -0.0024, -0.0032
O, 0.0022, 0.0002, 0.0016
O, -0.0009, -0.0007, -0.0022
O, -0.0019, 0.0016, -0.0042
O, -0.0008, 0.0021, -0.0036
O, 0.0017, -0.0035, 0.0001
O, 0.0004, 0.0015, 0.0038
O, 0.0013, -0.0003, -0.0021
O, -0.0003, 0.0003, -0.0005
O, -0.0022, 0.0001, -0.0012
O, 0.0001, 0.0004, -0.0019
O, -0.0028, 0.0056, -0.0048
O, 0.0008, -0.001, -0.0022
O, 0.0007, 0.0014, -0.0029
O, 0.0003, 0.0072, -0.0029
O, -0.0112, -0.0045, 0.0067
O, -0.0014, 0.0002, -0.0021
O, 0.0007, -0.0031, -0.002
H, 0.0099, 0.0256, -0.0033

The program warned: the cutoff lies below the one the program advises for these potential files; the forces do not sum to zero within the program's tolerance; the exchange-correlation potential is rough where the density is thin.
